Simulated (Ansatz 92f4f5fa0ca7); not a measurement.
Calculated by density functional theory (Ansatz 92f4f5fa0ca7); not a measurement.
Periodic cell of 215 atoms, Si132O82P1, from a study of silicon, its oxide and their interface. The atomic structure is a simulated model.
Doubt: the cutoff is far below the 930 eV that the study's wrapper takes by default for these files, so forces and energies are approximate.
This geometry differs little from another in the collection (a relaxation step or a small displacement).

Settings
functional: PBE
potential files: Ansatz PAW
basis: plane waves
wave-function cutoff: 580 eV
density cutoff ratio: 5
exchange-correlation grid ratio: 1
k mesh: 1 x 1 x 1, Gamma-centred
self-consistency stop: 5e-08 eV per atom in the density residual
occupations: fixed
spin: none
net charge: +1 e, with a uniform compensating background and no finite-size correction

Cell vectors (angstrom)
a	10.938	0	0
b	0	10.938	0
c	0	0	31.5432

Atoms and the computed forces on them: element, x, y, z (angstrom), force x, y, z (eV/angstrom)
Si	10.4358	0.5713	24.3338	0.0087	-0.0064	-0.0123
Si	6.0456	10.4955	24.1457	-0.0017	0.0114	-0.0149
Si	2.1388	3.2352	24.0884	0.0058	-0.0077	-0.0144
Si	8.7111	2.2559	24.2901	-0.0082	0.0031	-0.0127
Si	0.5061	5.035	24.1463	-0.005	0.0057	-0.0117
Si	5.0751	5.8823	24.1994	0.0059	-0.0075	-0.0159
Si	3.411	7.6299	24.1466	-0.005	0.0021	-0.0142
Si	7.8326	8.8208	23.9922	0.005	-0.0065	-0.0199
Si	1.3422	1.4729	25.4543	0.0035	-0.0047	-0.0065
Si	6.9238	1.301	25.4807	-0.0086	0.0022	-0.0079
Si	4.0329	4.0959	25.3219	-0.0011	-0.0011	-0.0025
Si	9.6706	4.0919	25.41	-0.0019	0.0042	-0.0062
Si	1.4987	6.8078	25.3421	-0.0021	0.003	-0.0027
Si	6.9044	6.9465	25.248	0.0032	-0.0006	-0.0001
Si	4.2322	9.521	25.3306	-0.0029	-0.0008	0.0014
Si	9.5302	9.6398	25.4289	0.0049	-0.0031	-0.0074
Si	2.7839	-0.0017	26.6323	-0.0032	-0.0002	0.0056
Si	8.2258	-0.0238	26.9335	0.001	-0.001	0.0286
Si	0.0171	2.7671	26.912	0.0007	-0.0013	0.0259
Si	5.4548	2.73	26.6571	0.0026	0.0019	0.004
Si	2.7573	5.4373	26.8249	0.0062	0.0011	0.0174
Si	8.2342	5.52	26.6243	-0.0046	0.0004	0.0055
Si	0.0466	8.2066	26.636	0.0003	-0.001	0.0036
Si	5.556	8.1979	26.7927	-0.0005	-0.0042	0.014
Si	4.1122	1.3629	28.0623	0.0023	-0.0031	-0.0056
Si	9.5942	1.3712	28.2351	-0.0001	0.0026	-0.0099
Si	1.3944	4.121	28.2304	-0.0063	0.0042	-0.0063
Si	6.8395	4.133	28.0151	-0.0008	0.0044	-0.009
Si	4.1564	6.8217	28.1368	0.0025	-0.0012	-0.0171
Si	9.6036	6.8507	28.0449	0.0022	-0.0012	-0.0082
Si	1.3956	9.5864	28.0356	0.004	0.0004	-0.0094
Si	6.8503	9.5404	28.2344	0.0059	0.0043	-0.0074
Si	0.0534	-0.0233	29.5182	-0.0043	0.0066	0.002
Si	5.4477	0.0146	29.4885	0.0036	-0.0048	0.0056
Si	2.7721	2.7068	29.5156	-0.0039	0.0043	0.0028
Si	8.1719	2.7743	29.4709	0.007	-0.0065	0.0064
Si	-0.0141	5.507	29.4935	0.0084	-0.006	0.0046
Si	5.5094	5.4488	29.4955	-0.0019	0.0048	0.0013
Si	2.7499	8.2163	29.4393	0.0021	-0.0021	0.0082
Si	8.2581	8.1643	29.5217	-0.0071	0.0054	0.0012
Si	1.3957	1.3569	30.8975	0.004	-0.0042	-0.003
Si	6.8169	1.3855	30.8359	-0.0044	0.0023	-0.0032
Si	4.1292	4.089	30.8776	0.0043	-0.0037	-0.0018
Si	9.5513	4.124	30.8385	-0.0038	0.0039	-0.0033
Si	1.3744	6.866	30.8272	-0.0052	0.0025	-0.0027
Si	6.8686	6.8079	30.8872	0.0036	-0.0051	-0.0022
Si	4.0895	9.5784	30.8409	-0.0024	0.0047	-0.0042
Si	9.606	9.553	30.8886	0.0032	-0.0046	-0.0016
Si	2.7498	-0.0263	0.7171	0.0043	-0.0028	0.0028
Si	8.1813	0.0068	0.6557	-0.0017	0.0062	0.0031
Si	-0.0274	2.7514	0.6643	-0.005	0.0043	0.0017
Si	5.4795	2.7141	0.7115	0.0035	-0.0029	0.0037
Si	2.7164	5.4827	0.6568	-0.0043	0.004	0.0018
Si	8.2187	5.4381	0.7274	0.0041	-0.0022	0.0024
Si	0.0367	8.1848	0.714	0.0049	-0.0047	0.0035
Si	5.4676	8.2156	0.6604	-0.0045	0.0033	0.0008
Si	4.1186	1.3376	2.0762	-0.0028	0.0019	-0.0084
Si	9.5247	1.3847	2.0236	0.0065	-0.009	0.0008
Si	1.3215	4.1372	2.0382	0.0053	-0.006	-0.0022
Si	6.8524	4.0568	2.0851	-0.0057	0.0051	-0.0088
Si	4.0744	6.8659	2.0178	0.0087	-0.0063	-0.0002
Si	9.6053	6.8052	2.0714	-0.0054	0.0052	-0.0044
Si	1.385	9.5526	2.0899	-0.004	0.0033	-0.0088
Si	6.8245	9.578	2.0541	0.0005	-0.0009	-0.0037
Si	-0.0533	-0.0013	3.3441	-0.0034	0.0079	0.0063
Si	5.4703	-0.0183	3.4994	0	0.0018	0.0048
Si	2.6884	2.7279	3.3344	0.0042	0.0054	0.0173
Si	8.1916	2.6872	3.5091	-0.0001	-0.004	0.0074
Si	-0.0158	5.463	3.5259	-0.0057	0.0045	0.0081
Si	5.447	5.4792	3.3236	-0.0049	0.0009	0.0067
Si	2.7488	8.1959	3.4947	-0.0015	-0.0009	0.0059
Si	8.2231	8.1908	3.3738	0.005	-0.0096	0.0126
Si	1.2849	1.3756	4.6776	-0.0027	0.0004	-0.0217
Si	6.8392	1.3044	4.9274	0.0015	0	-0.0034
Si	4.0564	4.1222	4.6416	-0.0063	-0.0038	-0.0306
Si	9.5311	4.0654	4.9054	0.0044	0.0021	-0.0053
Si	1.3553	6.8728	4.8985	-0.0004	-0.0033	-0.0017
Si	6.8311	6.8089	4.6843	-0.0005	0.0038	-0.0189
Si	4.1058	9.5646	4.9039	0.0013	-0.0013	-0.0031
Si	9.5674	9.5746	4.7499	-0.0037	0.0012	-0.0143
Si	2.6128	0.0477	6.1086	0.007	-0.0052	0.0098
Si	8.224	-0.1295	6.2818	-0.0026	0.001	0.0028
Si	-0.0241	2.6568	6.2089	-0.0024	0.0007	0.0089
Si	5.3722	2.7748	6.0728	0.0066	-0.0095	0.0052
Si	2.7469	5.4339	6.1377	-0.0007	0.0046	0.0062
Si	8.0898	5.4448	6.1809	0.0004	-0.0048	0.005
Si	-0.006	8.304	6.2339	0.0048	0.0006	-0.0011
Si	5.5655	8.1548	6.1647	-0.0027	0.0024	0.0093
Si	3.4688	1.9497	7.1762	0.0052	-0.0031	0.0164
Si	10.0207	0.8359	7.4773	-0.0064	0.0071	0.0159
Si	1.7708	3.6649	7.3518	-0.0072	0.0053	0.0091
Si	6.2023	4.5354	7.382	-0.0004	-0.003	0.0176
Si	4.6293	6.3121	7.2559	-0.0059	0.0066	0.0141
Si	9.1609	7.1967	7.3201	0.008	-0.0086	0.017
Si	0.8874	10.1634	7.5245	0.004	-0.0022	0.0178
Si	7.4103	8.89	7.5015	-0.0073	0.0067	0.0092
O	4.5389	6.6026	8.8892	0.0068	-0.0076	-0.0145
O	1.4062	3.9951	8.9543	0.0011	-0.007	-0.0176
O	9.7569	6.5536	8.7409	-0.0069	0.0068	-0.0198
O	1.2944	10.1161	9.1679	-0.011	0.0045	-0.0209
O	6.0636	4.2352	9.0314	-0.0006	0.0044	-0.0143
O	3.7019	1.6312	8.7739	0.0062	0.0003	0.0021
O	7.1392	8.9702	9.1617	0.0057	0.0004	-0.0076
O	9.652	1.0903	9.089	0.0107	-0.0045	-0.0192
O	8.2842	2.5503	22.708	0.0088	-0.0052	0.0175
O	10.9997	5.4885	22.5971	0.0031	-0.0094	0.0173
O	5.6141	0.0997	22.6342	0.0059	-0.012	0.0197
O	5.3782	5.3664	22.6423	-0.0077	0.0068	0.0219
O	2.1723	2.7653	22.4796	-0.0039	0.0096	0.0192
O	3.3448	7.8212	22.482	0.0086	-0.0042	0.0183
O	8.3942	8.7164	22.4057	-0.0123	0.0034	0.025
O	-0.1631	11.2244	22.7394	-0.0088	0.0089	0.0195
Si	2.1622	2.952	12.8772	0.0008	-0.0079	0.0035
Si	8.6792	1.3274	10.3616	-0.0108	0.0061	0.0069
Si	1.0312	4.4826	15.3496	-0.003	-0.0031	0.001
Si	7.5335	5.6045	12.1892	-0.0017	0.0068	-0.0059
Si	2.4166	8.1627	21.2033	-0.0011	0.0032	-0.0087
Si	5.4177	7.8091	12.4663	0.0007	0.0012	-0.0034
Si	9.2802	0.436	15.4814	-0.0055	-0.001	0.0088
Si	2.9449	-0.0158	16.6692	-0.0073	-0.0041	-0.0086
Si	10.4699	1.1632	12.6129	0.0072	-0.0049	0.0015
Si	7.7793	2.8102	21.2079	0.0033	0.003	-0.0105
Si	9.1658	8.7617	14.4847	-0.0095	0.0082	-0.0012
Si	1.4623	4.7949	10.3637	0.0072	0.0009	0.0074
Si	4.4814	9.4739	19.145	-0.003	0.0045	0
Si	11.0752	6.0817	21.0936	0	-0.001	-0.0101
Si	6.6241	10.4356	14.8981	0.0028	0.0044	-0.0031
Si	5.3972	0.7218	21.1648	-0.0041	0.0031	-0.0086
Si	2.3425	9.8266	10.3894	0.0028	-0.0042	0.0045
Si	0.4334	10.6156	21.3849	0.0057	-0.0055	-0.0038
Si	5.8744	5.2339	21.1206	0.0006	-0.0018	-0.0103
Si	3.6338	7.0963	10.1153	-0.0074	-0.0049	0.0036
Si	9.015	5.6793	14.8428	0.0073	-0.0023	0.0068
Si	3.6465	4.0807	19.1241	-0.004	0.0033	-0.0048
Si	10.0053	3.6738	19.2946	0.0041	-0.0063	-0.0035
Si	4.2409	8.6678	15.3624	-0.0007	0.0072	0.0048
P	0.4357	1.9096	17.1513	0.0106	-0.013	0.0116
Si	6.7913	7.5326	19.2401	-0.0013	0.0001	0.0044
Si	5.242	3.6369	16.7625	-0.0025	0.0017	0.0042
Si	7.7693	5.011	17.5096	0.0015	-0.007	0.006
Si	6.6628	9.9409	10.3774	-0.0099	0.0036	-0.0017
Si	4.3771	1.0679	10.1055	0.0056	0.0021	-0.014
Si	-0.0295	9.0763	11.92	-0.0072	0.0104	-0.0024
Si	9.1033	8.6111	20.9359	0.0018	-0.0017	-0.0056
Si	4.5551	1.6826	14.5908	-0.0057	-0.0052	0.0041
Si	2.4476	2.0645	21.0459	0.0057	-0.0001	-0.0099
Si	6.3206	3.3615	10.3751	0.0108	-0.0072	0.0026
Si	3.4105	5.9099	16.7668	0.0018	-0.0069	0.0015
Si	9.8743	6.5404	10.3482	-0.0042	0.0028	0.0059
O	0.1429	2.5807	18.5095	-0.0102	0.008	-0.0041
O	2.9181	9.6693	15.5993	0.0073	-0.0065	-0.0004
O	10.8733	4.7936	20.0724	0.0033	0.014	0.0046
O	7.5862	2.4406	9.9565	-0.0007	0.0045	0.0157
O	10.9101	5.3435	10.8164	0.0005	0.002	0.0016
O	6.602	6.7634	12.8825	0.0026	-0.0036	-0.0019
O	10.3195	8.0599	10.801	-0.0009	-0.008	0.0036
O	7.6935	9.4539	14.0664	0.0041	-0.0046	0.0047
O	8.4006	6.2297	10.9696	0.0047	-0.0003	0.0044
O	5.3708	10.4648	20.0632	0.0033	0.01	0.0031
O	2.153	3.7602	11.4611	-0.0057	0.013	-0.0088
O	7.9688	8.5439	19.7501	0.0058	-0.0001	0
O	6.1904	6.7111	20.5147	-0.0012	-0.0071	-0.0013
O	5.5002	2.7226	15.4368	-0.0016	-0.0006	0.0008
O	1.3028	0.9111	20.6756	-0.0017	-0.0037	-0.0017
O	6.0573	9.0869	11.6519	0.0033	0.0072	-0.0094
O	4.6062	5.0058	16.1302	-0.005	0.0038	0.0023
O	6.5805	3.9089	17.6574	0.0011	0.001	-0.0075
O	10.4804	10.6459	11.8951	0.0051	-0.009	0.0065
O	5.5894	0.4965	14.0587	-0.0028	0.0008	0.0052
O	7.963	5.0863	15.9076	0.0024	0.002	-0.006
O	9.7936	9.826	15.5857	0.0016	-0.0053	-0.0021
O	-0.445	5.0703	15.1718	-0.0099	0.002	0.0009
O	1.5635	6.8255	20.7724	-0.0012	0.0016	-0.0031
O	1.4612	0.7287	17.2165	-0.0145	0.0128	0.0006
O	6.6158	1.7468	20.7817	-0.0015	-0.0009	-0.0024
O	1.0292	1.7679	12.8418	-0.0059	-0.0032	0.0037
O	3.2466	5.5065	18.3601	0.0021	-0.0015	-0.003
O	9.5349	2.0154	11.5985	-0.0129	-0.0023	-0.009
O	0.9492	2.9946	16.1803	-0.0085	0.0045	-0.0034
O	8.591	5.1731	13.3664	-0.0085	0.002	-0.0021
O	10.2972	8.5357	13.3374	0.0067	0.0003	-0.0061
O	1.4573	9.3868	21.6775	-0.0007	0.0019	-0.007
O	10.0925	9.9055	20.5936	0.0021	-0.0003	-0.0023
O	3.1776	0.2303	10.8875	0.0038	0.0012	0.0008
O	5.0756	2.3713	10.8428	-0.0011	-0.0082	-0.0059
O	1.7398	4.0863	13.9735	0.0024	-0.004	-0.0043
O	7.9116	10.8918	10.8632	-0.0057	0.0037	-0.0022
O	9.152	4.4118	18.1355	-0.0015	0.0019	-0.0028
O	5.6224	9.4906	15.8086	-0.0051	-0.0043	-0.0003
O	5.5273	-0.0198	9.7498	-0.0022	0.0049	0.0124
O	3.6067	2.3068	13.397	-0.003	0.004	0.0026
O	1.9371	5.5573	16.1352	0.0064	0.0025	0.0013
O	9.7469	1.1212	14.093	0.0068	0.0044	-0.0135
O	4.4058	6.9547	11.5364	-0.0053	0.0003	-0.0042
O	4.7422	4.4614	20.2467	0.0137	0.0061	0.0046
O	10.0109	1.3191	16.6939	0.0102	0.0032	-0.0035
O	6.6516	4.3392	11.6564	-0.0026	-0.0105	-0.0062
O	5.574	8.399	18.5535	0.0004	-0.0009	-0.0025
O	9.0901	2.6982	20.2048	-0.0129	-0.002	0.0053
O	3.5491	1.1887	15.7925	0.0108	0.0078	-0.0055
O	4.1902	3.0874	17.9095	-0.0013	-0.0018	-0.001
O	9.9028	7.1831	20.8537	0.0023	0.0001	-0.005
O	3.352	8.6771	9.8403	-0.0021	0.0039	0.0081
O	3.8458	7.4283	16.3596	0	-0.0029	-0.0036
O	7.6641	0.4736	15.7525	-0.002	-0.0013	0.0003
O	8.9677	7.2891	15.1094	0.0007	0.0003	0.0013
O	3.9422	1.434	21.0819	0.0032	-0.0005	-0.0063
O	1.5907	9.1691	11.7119	-0.0006	0.0057	-0.0028
O	2.3056	6.1777	10.2221	0.0043	-0.0008	0.0091
O	7.3802	6.457	18.1455	-0.0003	0.0074	0.0007
O	7.2453	4.345	21.0337	-0.001	-0.0037	-0.0061
O	4.545	8.2572	13.8062	0.0056	-0.0038	-0.0098
O	3.3201	8.6503	19.9343	-0.007	-0.0055	0.0042
O	2.46	3.232	19.8679	-0.0027	-0.0106	0.0041
O	3.7033	10.4037	18.0039	0.0107	-0.0085	0.0086

Results
free energy: -131307.284 eV
free energy less fixed offsets of O -568.88, P -755.39, Si -635.61 eV per atom: -3.214 eV

The program warned: the cutoff lies below the one the program advises for these potential files; the forces do not sum to zero within the program's tolerance; the exchange-correlation potential is rough where the density is thin.
